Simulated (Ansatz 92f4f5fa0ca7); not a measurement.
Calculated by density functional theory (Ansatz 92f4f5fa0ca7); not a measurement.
Periodic cell of 223 atoms, Si132O90B1, from a study of silicon, its oxide and their interface. The atomic structure is a simulated model.
Doubt: the cutoff is far below the 930 eV that the study's wrapper takes by default for these files, so forces and energies are approximate.
This geometry differs little from another in the collection (a relaxation step or a small displacement).

Settings: functional PBE; potential files Ansatz PAW; basis plane waves; wave-function cutoff 580 eV; density cutoff ratio 5; exchange-correlation grid ratio 1; k mesh 1 x 1 x 1, Gamma-centred; self-consistency stop 5e-08 eV per atom in the density residual; occupations fixed; spin none; net charge -1 e, with a uniform compensating background and no finite-size correction.

Cell vectors (angstrom)
a 10.938 0 0
b 0 10.938 0
c 0 0 32.1988

Atoms and the computed forces on them: element, x, y, z (angstrom), force x, y, z (eV/angstrom)
Si 10.568 0.2406 24.89 -0.0121 -0.0053 0.0296
Si 5.7361 10.6784 24.7726 -0.0026 0.0064 0.0367
Si 2.4704 2.9228 24.6592 -0.0014 0.0011 0.0294
Si 8.4072 2.483 24.9019 -0.0002 0.0018 0.0332
Si 0.2626 5.1711 24.7924 0.0016 0.0015 0.0352
Si 5.1362 5.7613 24.7163 0.0022 0.0091 0.029
Si 2.9154 8.0192 24.6668 -0.0034 -0.0005 0.0336
Si 7.9293 8.4405 24.7591 -0.0028 0.0018 0.0185
Si 1.3298 1.3809 26.0502 -0.0016 0.005 -0.0052
Si 6.8416 1.2833 26.1797 0.0081 -0.0036 -0.0125
Si 4.0389 4.1036 26.0067 -0.0027 0.0028 -0.0016
Si 9.5931 4.0949 26.1459 -0.0005 -0.0066 -0.0136
Si 1.3583 6.8367 26.0569 0.0055 -0.0004 -0.0113
Si 6.7589 6.8557 26.0531 -0.0116 -0.0054 -0.0149
Si 4.1262 9.5308 26.0564 0.0026 -0.0084 -0.014
Si 9.4583 9.5747 26.172 0.0067 0.0159 -0.015
Si 2.7264 -0.0081 27.3659 -0.001 0.0037 -0.0111
Si 8.1422 -0.068 27.6249 -0.0113 -0.003 0.0161
Si 0.0075 2.718 27.5044 0.0026 0.0016 0.0138
Si 5.4344 2.7416 27.3881 -0.0047 -0.0017 -0.0103
Si 2.7219 5.4695 27.4486 0.0028 0.0017 0.0055
Si 8.1895 5.5306 27.4283 0.0101 0.0007 -0.0078
Si -0.069 8.1718 27.4483 0.0006 -0.0092 -0.0068
Si 5.4923 8.2157 27.5197 0.001 0.0091 0.0089
Si 4.0971 1.3419 28.7623 0.0026 0.0024 0.0069
Si 9.5771 1.3433 28.8539 0.0016 0.0025 -0.0214
Si 1.3446 4.1269 28.8313 0.0024 -0.0128 -0.0177
Si 6.8219 4.1136 28.7484 -0.0033 -0.0016 0.0082
Si 4.1067 6.8183 28.8137 -0.0069 -0.0059 -0.0143
Si 9.3913 6.9812 28.9243 0.0286 -0.0291 -0.0167
Si 1.3504 9.5673 28.7435 -0.004 0.0029 0.0079
Si 6.9452 9.3919 29.0251 0.0362 -0.0242 -0.0043
Si -0.0338 -0.0773 30.1799 0.0054 0.0004 0.0103
Si 5.4791 -0.0445 30.1486 -0.0042 0.0015 0.0024
Si 2.7345 2.7227 30.1559 -0.0026 0.0024 0.0062
Si 8.1885 2.7482 30.1414 -0.0009 -0.0017 -0.0001
Si -0.0751 5.5163 30.1294 -0.0052 0.0045 -0.0016
Si 5.5262 5.503 30.1687 -0.0014 -0.0018 0.0098
Si 2.7178 8.2089 30.1289 0.0036 0.0009 -0.0005
B 8.2025 8.1725 30.1655 -0.0617 0.067 0.0483
Si 1.3536 1.3324 31.5204 0.0017 -0.0008 -0.0044
Si 6.8236 1.3665 31.4918 -0.0053 0.0023 -0.0004
Si 4.1299 4.1069 31.5062 0 -0.0033 -0.0044
Si 9.5602 4.1087 31.5131 0.0032 -0.0007 0.0015
Si 1.3403 6.8439 31.4783 -0.0005 -0.0024 0.0005
Si 6.9965 6.9689 31.3736 0.0252 0.0035 -0.0213
Si 4.0839 9.5671 31.5175 -0.0013 0.006 0.0005
Si 9.4184 9.3947 31.3566 -0.0072 -0.0253 -0.0252
Si 2.7347 -0.0088 0.7016 -0.0026 0 0.0002
Si 8.2101 -0.0454 0.5894 0.003 0.0038 0.0009
Si -0.008 2.7277 0.6721 0.0007 -0.0023 -0.0008
Si 5.4831 2.7293 0.6786 0.0007 0.0013 0.0009
Si 2.7314 5.4914 0.6302 0.0013 -0.0008 -0.0018
Si 8.1992 5.502 0.6473 -0.0115 0.0004 0.0017
Si -0.0422 8.2012 0.6214 0.0001 0.0094 0.0028
Si 5.516 8.1923 0.619 -0.0035 -0.0021 0.0011
Si 4.1295 1.3609 2.0511 0.0039 -0.0006 -0.0025
Si 9.5528 1.3216 1.9969 -0.0014 -0.0014 0.0033
Si 1.3771 4.1292 2.0006 -0.0041 0.0043 -0.0043
Si 6.8547 4.1045 2.0275 0.007 -0.0076 0.002
Si 4.1262 6.8327 1.9961 0 0.0016 0.0032
Si 9.5888 6.829 2.0303 0.006 -0.0035 0.0008
Si 1.3498 9.5341 2.0157 0.0065 -0.0091 0.0012
Si 6.8304 9.5991 2.0065 -0.0066 0.0068 0.0008
Si -0.0144 -0.038 3.3613 0.0101 0.0168 0.0124
Si 5.4981 0.0046 3.4495 -0.0034 -0.0021 -0.0081
Si 2.7725 2.7888 3.3416 -0.0113 -0.0191 0.0223
Si 8.1948 2.6863 3.4013 0.0029 0.0109 -0.0106
Si 0.0266 5.4735 3.4098 -0.007 -0.0007 -0.003
Si 5.4766 5.4654 3.378 0.002 0.0041 0.0051
Si 2.7703 8.1992 3.3967 -0.0076 -0.0001 -0.0119
Si 8.2061 8.2281 3.343 0.0019 -0.0053 0.0111
Si 1.388 1.3887 4.606 0.0008 0.0024 -0.0155
Si 6.8501 1.3501 4.8776 -0.0007 -0.0029 0.0104
Si 4.1565 4.0864 4.7809 0.0035 0.0028 -0.0056
Si 9.5779 4.0714 4.7262 0.0007 -0.0033 0.0023
Si 1.4236 6.8278 4.7867 0.0041 0.0028 0.0032
Si 6.8263 6.8878 4.6967 -0.0047 -0.0019 -0.0081
Si 4.1312 9.57 4.811 0.003 0.004 0.0114
Si 9.5528 9.5467 4.7642 -0.0009 -0.0013 -0.0087
Si 2.746 0.1048 6.0322 -0.0044 0.0083 0.0063
Si 8.2085 -0.0625 6.2427 -0.0033 -0.0019 0.0107
Si 0.0272 2.6719 6.0228 0.0055 -0.0053 0.0082
Si 5.481 2.7251 6.2662 -0.0023 0.0017 0.0095
Si 2.8177 5.477 6.1592 0 -0.0009 0.0086
Si 8.1726 5.4734 6.0071 -0.0005 -0.0014 0.0085
Si 0.018 8.1852 6.1227 0.0004 0.0008 0.0096
Si 5.5285 8.218 6.2058 0.0014 -0.0015 0.0115
Si 3.8411 1.5687 7.5731 -0.003 -0.0032 -0.0382
Si 9.8402 1.1372 7.4305 0.0098 0.0068 -0.0256
Si 1.6349 3.7965 7.289 0.0016 -0.0102 -0.0243
Si 6.6516 4.417 7.4574 -0.0011 0.0031 -0.0232
Si 4.4092 6.631 7.5243 0.0012 -0.0002 -0.0215
Si 9.37 6.9419 7.3697 0.0005 -0.0012 -0.0064
Si 1.1399 9.9175 7.2716 -0.0016 0.0045 -0.0208
Si 7.1662 9.22 7.6445 -0.0044 0.0041 -0.0334
O 8.3177 8.0785 7.9018 0.0002 -0.0037 -0.002
O 2.7217 2.7306 7.9328 -0.0025 0.0001 0.0153
O 9.5143 1.392 24.316 0.0039 -0.0013 -0.0134
O 4.0104 6.865 24.1619 0.0051 -0.002 -0.0137
O 0.0297 0.0243 7.9442 -0.0009 -0.0061 0.0085
O 5.5286 5.5093 8.0251 0.0049 0.002 0.0065
O 6.843 9.5739 24.2038 0.0018 -0.0039 -0.0089
O 1.3561 4.0663 24.191 -0.0022 -0.0015 -0.0166
O 3.8619 7.3888 8.9182 -0.007 0.005 0.0095
O 0.8389 4.3659 8.6025 -0.0049 0.0113 0.0108
O 9.82 6.1577 8.766 0.0051 -0.0028 0.0067
O 2.1041 9.3893 8.4952 0.0038 -0.0069 0.0097
O 7.5053 3.9248 8.7905 0.0039 -0.0063 0.0095
O 4.2694 0.9267 9.0543 0.0065 -0.0014 0.0218
O 6.7439 9.5474 9.2117 0.0003 -0.0013 0.0269
O 9.2129 1.8525 8.7866 -0.0091 0.0046 0.0126
O 7.6705 3.1677 23.5963 -0.0062 0.0053 -0.0143
O 10.4852 5.8371 23.4692 -0.0059 0.0057 -0.0136
O 5.0817 0.4454 23.4342 -0.0045 0.0037 -0.018
O 5.8281 5.1152 23.3598 0.005 -0.008 -0.0109
O 3.0943 2.2246 23.2778 0.0091 -0.0081 -0.0139
O 2.2733 8.7584 23.3015 -0.0095 0.0073 -0.0143
O 8.606 7.7571 23.4075 0.0056 -0.0039 -0.0089
O 0.1795 10.3837 23.5702 0.0046 -0.0049 -0.0118
Si 4.3906 1.5806 22.5019 -0.0034 0.0013 0.0062
Si 3.4932 7.9328 14.0261 0.0002 0.0003 -0.0028
Si 7.1259 0.9629 14.6669 0.0001 0.0003 -0.002
Si 0.9289 9.3689 22.5682 0.0051 0 0.0075
Si 1.1735 4.3093 11.8656 -0.0009 0.0021 -0.004
Si 6.266 8.968 15.3202 -0.0007 0 0
Si 0.6769 1.364 12.2897 0.0001 0.0006 -0.0028
Si 8.6317 4.9557 20.5469 -0.002 0.0009 0.0039
Si 0.329 5.7053 9.3388 -0.0012 -0.0063 -0.0053
Si 5.0992 3.117 17.944 -0.0006 -0.0004 0.0033
Si 0.8821 3.7399 16.7414 -0.0001 0.0006 0.0022
Si 10.4043 2.8426 19.2404 -0.0003 0.0004 0.0051
Si 5.2795 1.1789 10.3291 -0.0052 -0.0029 -0.0095
Si 0.8911 0.1696 19.8753 0.0022 -0.0028 0.007
Si 6.648 9.4571 10.844 0.0012 0.0018 -0.0123
Si 9.3456 9.682 18.3323 0.0008 0.0007 0.0039
Si 9.3919 9.2447 12.5654 -0.0014 0.0003 -0.0043
Si 6.5609 3.8565 22.6346 0.0009 0.0014 0.0062
Si 2.4427 8.0714 9.3607 0.0033 0.0003 -0.0056
Si 10.5956 7.3676 17.0864 0.0009 -0.0003 0.0024
Si 2.5157 6.2935 16.5769 0.0004 0 0.0014
Si 10.1751 4.4898 14.1805 0.0007 0 -0.0021
Si 6.1388 9.1893 18.5195 -0.0013 0.0009 0.0028
Si 7.9724 2.5712 9.5572 0.0037 0.0007 -0.006
Si 8.8775 2.145 12.4382 -0.0012 0.0015 -0.0057
Si 5.346 6.244 18.0693 0.0002 -0.0003 0.0028
Si 3.927 0.5617 19.494 -0.0005 0.0004 0.0079
Si 4.2748 3.8315 12.0418 -0.0006 -0.0016 -0.0041
Si 5.547 6.6 12.1296 0.0002 0.0009 -0.0029
Si 8.018 2.5008 17.228 -0.0001 0.0001 0.0026
Si 4.3603 2.4772 14.9642 -0.0005 -0.0002 -0.0007
Si 1.5431 1.2069 15.2502 0.0009 0 0.0001
Si 1.5758 9.4095 12.0303 0.0017 -0.0012 -0.0053
Si 8.051 6.8503 13.8658 -0.0002 0.0003 -0.0029
Si 10.3814 9.8328 15.4873 0.0003 -0.0002 0
Si 9.8045 7.0164 22.5895 0.0009 -0.0015 0.0035
Si 8.1192 5.4814 17.4393 0.0002 -0.0002 0.0046
O 6.0502 7.9557 11.2855 -0.0007 -0.0017 0.003
O 6.0184 9.2053 16.8995 0.0002 0.0001 -0.0001
O 7.6827 1.3655 13.1948 0.0001 -0.0004 0.0028
O 0.8962 1.7424 13.8614 -0.0002 0.0001 0.0016
O 9.4425 6.2442 16.9042 0.0001 -0.0001 -0.0017
O 6.7653 6.1998 13.1301 0.0002 -0.0003 0.0015
O 5.1355 4.6574 18.6051 0 0.0002 -0.0019
O 9.2283 2.149 18.2868 0.0001 0.0001 -0.0016
O 2.3723 0.0993 19.1014 -0.0009 0.0002 -0.0026
O 9.4175 10.2333 16.7689 -0.0002 0 -0.0008
O 2.7847 4.4295 11.7109 0.0013 0.0002 0.0016
O 5.0698 10.3262 19.1116 0.001 -0.0007 -0.0018
O 9.4205 3.2447 13.4823 0.0003 -0.0002 0.0013
O 0.4585 1.7614 19.969 -0.0007 0.0005 -0.0014
O 3.1582 1.3521 15.0558 -0.0005 0 -0.0001
O 8.1588 5.3749 19.052 0.0005 -0.0002 -0.0023
O 3.9024 6.5927 17.3835 0.0004 0.0001 -0.0009
O 4.5667 3.2764 16.388 0.0002 0.0006 -0.0005
O 9.062 5.667 14.3212 0 0.0003 0.001
O 5.4553 2.7642 22.1519 -0.0004 -0.0005 -0.0017
O 10.6747 4.138 15.6755 -0.0002 0.0002 -0.0001
O 0.3404 3.8551 18.2763 -0.0001 -0.0004 -0.0016
O 10.4318 10.516 19.2251 -0.0009 0.0001 -0.0022
O 9.6437 10.0209 14.0289 0.0002 0.0001 0.0007
O 10.9085 8.1233 22.1274 -0.0011 0.0005 -0.0012
O 1.2005 2.1592 16.521 0.0001 0.0003 -0.0011
O 9.741 3.7553 20.4196 0.0007 -0.001 -0.0023
O 8.1434 4.0328 16.7041 0.0002 -0.0002 -0.0019
O -0.0386 9.1014 11.9059 -0.0013 0.0002 0.0016
O 6.5821 2.4084 18.0004 0.0004 0.0002 -0.0017
O 5.5824 10.7119 11.1802 0.0006 -0.0012 0.0024
O 7.7527 9.5938 18.841 0.0006 0.0001 -0.0014
O 10.0274 1.0195 12.0614 0.0004 -0.0006 0.0015
O 1.3117 6.9582 9.0719 0.0002 0.0016 0.001
O 0.6188 4.7684 13.3389 -0.0004 -0.0005 0.002
O 5.7039 7.6256 18.9819 0 -0.0002 -0.0011
O 5.2341 5.082 11.5207 0.0006 0.0001 0.0014
O 2.7174 6.9899 15.1163 -0.0002 -0.0003 0.0006
O 0.907 2.741 11.4623 -0.0001 -0.0013 0.0022
O 0.8637 10.6799 15.5449 -0.0001 -0.0002 -0.0002
O 2.4124 8.5858 10.9035 -0.0022 0.0015 0.0055
O 4.6956 2.4245 11.2669 0 0.0044 0.0038
O 4.2517 3.5031 13.6759 0.0004 0.0002 0.001
O 2.1943 4.6866 16.4843 0.0004 0 -0.0012
O 10.7004 8.2443 15.7022 0 0.0003 -0.0005
O 6.9329 10.2953 14.6774 0.0003 -0.0002 0.0007
O 2.3456 8.9525 13.4178 0 -0.0002 0.0012
O 8.0429 1.5285 15.9085 0.0003 0.0001 0.0002
O 4.1362 6.9952 12.8591 0.0002 0 0.0014
O 4.1781 2.0099 18.7319 0.0006 0.0009 -0.0027
O 7.3126 4.4087 21.3075 0.0014 0.0014 -0.0035
O 8.413 2.9219 11.0898 0.0003 0 0.0048
O 1.19 6.8732 17.3626 -0.0003 0.0004 -0.0009
O 5.6611 1.5795 14.7666 0.0007 0.0001 0.0006
O 8.1301 9.7504 11.5878 0.0024 -0.0001 0.0034
O 9.2202 6.2935 21.2511 -0.0013 -0.0007 -0.0028
O 8.9654 7.713 12.8597 0 -0.0005 0.0017
O 1.6529 0.1177 11.8747 -0.0004 0.0008 0.0014
O 6.6594 6.1504 17.0757 -0.0002 0.0001 -0.0015
O 7.3916 7.8012 15.0369 0.0001 -0.0003 0.0006
O 1.2174 10.2791 21.2413 -0.0007 0.0027 -0.0063
O 10.0365 8.2029 18.3605 -0.0004 0.0003 -0.0019
O 3.9653 0.8578 21.0998 -0.0011 -0.0014 -0.0068
O 0.3281 5.3273 10.9142 0.0016 -0.0013 0.0041
O 6.7025 1.5686 9.6393 0.0006 0.001 0.0024
O 4.7769 8.7142 14.6829 0.0003 -0.0002 0.0006

Results
free energy: -135250.617 eV
free energy less fixed offsets of B -154.04, O -568.88, Si -635.61 eV per atom: 3.143 eV

The program warned: the cutoff lies below the one the program advises for these potential files; the exchange-correlation potential is rough where the density is thin.
